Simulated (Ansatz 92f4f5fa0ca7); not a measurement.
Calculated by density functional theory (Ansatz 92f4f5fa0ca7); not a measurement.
Periodic cell of 254 atoms, Si144O106N4, from a study of silicon, its oxide and their interface. The atomic structure is a simulated model.

Settings
functional: r2SCAN
potential files: Ansatz norm-conserving
basis: plane waves
wave-function cutoff: 1300 eV
density cutoff ratio: 4
exchange-correlation grid ratio: 1
k mesh: 2 x 2 x 1, shifted by 0.5 0.5 0.5 of a step
self-consistency stop: 5e-08 eV per atom in the density residual
occupations: Fermi-Dirac, 0.05 eV
spin: none
net charge: 0

Cell vectors (angstrom)
a	10.888	0	0
b	0	10.888	0
c	0	0	35.7124

Atoms: element, x, y, z (angstrom)
Si	0.7023	-0.6313	0.0212
Si	2.9892	2.3847	0.0307
Si	-0.2565	5.7866	0.2866
Si	2.2998	8.4416	0.2732
Si	5.1133	0.1214	0.0952
Si	8.1238	3.4611	-0.3096
Si	5.6282	5.3655	-0.1369
Si	9.6501	9.5137	1.2513
Si	1.3962	1.2465	1.3213
Si	4.1393	4.0744	1.2312
Si	1.285	6.8786	1.6115
Si	3.9913	9.5014	1.4574
Si	6.744	1.2729	1.3136
Si	9.4379	4.2013	1.4655
Si	6.7939	6.8503	1.2894
Si	8.4439	7.9424	-0.018
Si	-0.0284	2.6787	2.612
Si	2.7097	0.015	2.8332
Si	-0.0707	8.2426	2.8836
Si	2.7602	5.4003	2.6682
Si	5.481	2.7562	2.6904
Si	8.2191	-0.0255	2.6139
Si	5.4469	8.1603	2.6973
Si	8.0731	5.5197	2.7998
Si	1.3598	4.044	4.0016
Si	4.1174	1.4001	4.0905
Si	1.343	9.568	4.1877
Si	4.0896	6.7812	4.0602
Si	6.7723	4.0988	4.125
Si	9.5242	1.3464	4.03
Si	6.8341	9.529	4.0263
Si	9.467	6.8314	4.1634
Si	-0.0304	0.0426	5.4859
Si	2.7203	2.7411	5.4284
Si	0.0085	5.4212	5.4081
Si	2.7296	8.1491	5.4444
Si	5.4797	0.0058	5.415
Si	8.1782	2.7102	5.4153
Si	5.4131	5.4485	5.4723
Si	8.1218	8.1912	5.4862
Si	1.3606	1.4007	6.8021
Si	4.0604	4.0902	6.8223
Si	1.36	6.7889	6.7994
Si	4.1017	9.5272	6.7846
Si	6.8303	1.3531	6.7993
Si	9.5457	4.0605	6.7869
Si	6.779	6.8047	6.8215
Si	9.5098	9.5338	6.8255
Si	0.0138	2.7304	8.191
Si	2.7299	0.0295	8.1289
Si	-0.0171	8.1488	8.1682
Si	2.7087	5.4433	8.1862
Si	5.4718	2.7362	8.1491
Si	8.1667	-0.0092	8.1898
Si	5.4293	8.1565	8.1776
Si	8.1657	5.4234	8.1358
Si	1.3521	4.1054	9.5657
Si	4.1038	1.3893	9.4947
Si	1.3517	9.5626	9.4761
Si	4.0896	6.7807	9.5427
Si	6.8424	4.0748	9.5436
Si	9.5459	1.3425	9.5303
Si	6.8053	9.496	9.5311
Si	9.5043	6.7527	9.5278
Si	-0.0019	-0.0116	10.9115
Si	2.7751	2.7711	10.8799
Si	-0.0507	5.4127	10.9483
Si	2.7041	8.1954	10.8007
Si	5.4532	0.0064	10.8325
Si	8.2196	2.7009	10.8984
Si	5.4779	5.423	10.9237
Si	8.1341	8.0913	10.8981
Si	1.4248	1.3935	12.1956
Si	4.127	4.0985	12.3229
Si	1.2913	6.9231	12.1611
Si	4.0858	9.5279	12.1413
Si	6.8474	1.3145	12.1944
Si	9.5627	3.9608	12.38
Si	6.8123	6.7504	12.3539
Si	9.4961	9.4423	12.2283
Si	0.2811	2.719	13.7371
Si	2.7069	-0.0359	13.4931
Si	-0.0218	8.1975	13.6868
Si	2.7297	5.6828	13.4729
Si	5.4897	2.5815	13.6039
Si	10.4356	1.1877	15.3727
Si	5.3803	8.2224	13.5828
Si	8.1777	5.325	13.723
Si	1.3729	4.4755	14.8662
Si	4.2673	1.001	14.8542
Si	1.3966	9.6204	15.0018
Si	3.5942	7.3764	14.8646
Si	8.2823	2.229	17.1536
Si	8.1024	-0.1378	13.5692
Si	6.5274	9.7251	14.9685
Si	9.8527	6.4679	14.949
Si	-3.2111	-3.3425	16.7893
Si	-7.7095	13.8176	16.9841
Si	-10.3636	1.4864	20.4911
Si	-10.7623	21.4559	17.8318
Si	8.9046	-10.4211	32.0263
Si	-10.1603	-0.7063	32.5625
Si	6.0176	12.8698	21.7279
Si	7.0269	-0.5504	20.558
Si	-7.5564	8.3425	21.7406
Si	4.654	5.9508	27.8194
Si	-8.8492	8.3204	24.3991
Si	6.7002	3.9776	15.0288
Si	17.9796	5.7934	23.9322
Si	6.1632	7.475	21.585
Si	-4.9351	0.5227	26.1286
Si	13.1729	-5.144	26.2622
Si	-1.1905	2.1866	25.4499
Si	8.5419	7.781	29.2673
Si	8.581	1.9471	20.3077
Si	-12.8884	10.2536	26.2382
Si	23.9787	3.5765	19.6474
Si	6.9183	-8.0313	24.493
Si	-11.8786	-0.6584	21.426
Si	26.5786	-6.2259	18.6247
Si	9.9877	8.6883	24.0375
Si	1.1047	3.7128	24.2553
Si	0.0196	9.3794	28.5761
Si	-3.2806	6.4435	26.8223
Si	-7.8599	2.2625	22.2774
Si	11.733	-2.452	19.6914
Si	7.8016	10.3315	17.5997
Si	-8.7283	10.7128	30.2055
Si	12.3698	15.1246	33.7876
Si	7.5675	5.8731	19.3465
Si	-1.1382	-7.4982	32.6583
Si	17.9137	-1.0738	33.6067
Si	9.928	-5.1435	22.9329
Si	6.7891	-11.8488	30.6313
Si	-13.3841	15.7199	30.4132
Si	12.9645	-3.7509	28.6615
Si	13.2874	-13.7355	31.3353
Si	6.0028	3.5965	29.2126
Si	15.8882	-4.7155	16.2014
Si	10.6142	-5.2621	19.8722
Si	19.5	-7.1707	27.8104
Si	3.4789	-4.2931	33.6208
Si	4.767	33.4616	29.0548
Si	3.9199	10.4865	23.8234
O	-21.1818	-5.8934	34.8843
O	3.881	5.5251	26.4599
O	6.9372	-0.8028	18.9523
O	19.9996	14.2374	34.1362
O	7.5752	1.9867	35.7882
O	-3.0924	8.5812	34.3344
O	1.6778	15.3604	25.5396
O	-1.8319	4.5895	31.8477
O	24.6876	-1.6076	30.4242
O	11.735	4.4731	19.6471
O	2.2827	2.9859	34.4113
O	-1.3345	17.6882	35.2621
O	4.8719	6.0736	34.2902
O	10.9367	15.5437	23.5124
O	5.7798	10.2686	34.5197
O	2.3939	-6.875	16.0621
O	-8.4067	18.5642	22.9606
O	10.0819	2.45	20.6863
O	-1.4587	-1.317	22.8105
O	25.4954	-3.7703	28.4933
N	-2.3305	11.1322	20.7837
O	-7.671	22.7219	23.2229
O	7.5321	3.4211	16.3471
O	11.8737	9.2813	18.3091
O	9.4041	10.2535	17.8835
N	11.435	-0.0923	16.1144
O	7.4406	11.7559	16.9155
N	7.3342	9.178	16.4323
O	17.7523	4.2655	30.4217
O	20.7733	10.0393	27.5059
O	-2.3537	2.9154	24.5913
O	-8.6787	2.7444	18.2525
O	9.1566	0.5591	14.6105
O	-3.7725	-4.4129	20.7581
O	-1.7428	7.0932	16.2835
O	5.3191	-0.128	15.3978
O	-11.3331	9.016	20.4939
O	6.5182	28.5207	16.0257
O	10.3693	5.9624	21.4151
O	-4.4072	20.274	32.1406
O	13.4198	-2.3965	15.5342
N	12.8929	2.3151	20.8416
O	-3.3275	7.1523	18.3434
O	-6.3591	6.0083	17.7482
O	4.6017	3.394	17.628
O	4.0904	9.6188	22.4357
O	-13.3952	-5.5642	23.0719
O	11.0358	5.4279	15.4486
O	11.6614	10.5691	29.3728
O	-15.3969	4.7741	19.0282
O	-3.5953	-8.1918	20.9898
O	-5.6999	21.694	24.8069
O	-20.1795	16.776	27.7376
O	7.3072	10.5635	26.5196
O	0.4327	17.8281	19.239
O	6.8107	-1.9298	21.3766
O	3.5885	-6.4133	19.726
O	-4.4174	-8.9632	23.2611
O	-11.9634	2.0521	16.616
O	3.4669	12.4788	16.1518
O	3.0376	9.5304	24.7862
O	0.2645	2.4471	24.8075
O	-4.5232	15.2734	24.3431
O	8.3762	13.2391	18.7484
O	5.4963	-0.3527	29.9162
O	13.442	-16.4617	33.2594
O	-16.4748	-6.157	15.4853
O	18.216	-2.1674	29.7313
O	21.0064	-11.4783	31.9856
O	9.9744	8.4721	29.5515
O	1.7119	-10.6015	31.7128
O	-1.4298	1.9686	31.9615
O	30.2222	-5.816	26.9572
O	-6.817	-9.6281	35.2378
O	7.0922	-7.6812	28.0712
O	4.5308	24.4323	21.7171
O	-1.7891	-5.6017	19.3036
O	8.4133	-4.4864	30.0809
O	-7.7067	0.7606	29.4028
O	-12.5365	4.0383	29.2695
O	-8.8587	-14.6619	25.451
O	11.1932	0.3196	21.6001
O	7.463	-4.2288	25.243
O	20.3674	-10.2833	25.4011
O	13.1281	-2.3254	20.5396
O	-2.4594	-3.3322	27.6601
O	12.1399	19.3129	28.0726
O	20.9378	-3.765	23.7305
O	-2.8336	-10.7175	33.3871
O	4.856	-6.2407	28.761
O	-2.9563	-10.6939	30.7632
O	0.6239	-1.7994	24.3482
O	15.4754	-3.4052	21.143
O	-4.6903	-14.9287	23.0785
O	22.1876	0.829	18.9791
O	6.326	2.0629	25.7687
O	16.1672	-8.6638	29.6078
O	1.7869	-3.9073	30.2596
O	13.6807	7.6458	34.6384
O	15.9087	11.4567	27.4652
O	6.1366	17.3537	27.4873
O	9.0235	8.9624	25.2881
O	0.6567	10.5951	34.1225
O	27.6696	-10.3705	21.0347
O	6.8403	15.2917	35.0148
O	-10.4297	-7.2303	32.6859
O	13.2345	3.3383	23.2903
O	20.4343	2.6974	26.9922
O	14.4903	7.3899	32.2096
O	12.1431	8.6529	32.333

Results
free energy: -67328.825 eV
free energy less fixed offsets of N -289.75, O -463.61, Si -117.95 eV per atom: -42.365 eV
pressure: -0.44 GPa
stress xx, yy, zz, yz, xz, xy (GPa, positive in tension): 1.7, -0.33, -0.06, -0.2, 0.18, -1.36

Forces (eV/angstrom), in the order of the atoms: element, x, y, z
Si	0.0231	-0.0269	0.2045
Si	-0.0115	0.0181	0.1424
Si	-0.0255	0.0474	0.053
Si	-0.0438	-0.0064	0.0283
Si	0.004	0.0386	0.0853
Si	-0.0513	0.0095	0.1204
Si	0.0152	-0.0167	0.0822
Si	0.0397	0.0562	-0.042
Si	-0.0205	-0.0173	-0.0264
Si	-0.0116	0.0224	0.0287
Si	0.0347	0.0426	-0.0088
Si	-0.0277	0.0092	-0.0306
Si	-0.001	-0.0008	0.0499
Si	-0.05	-0.0149	0.0133
Si	0.003	-0.0046	0.025
Si	0.006	-0.0038	0.1251
Si	0.0416	0.0125	-0.0057
Si	-0.0091	0.01	0.0046
Si	0.0025	0.0105	-0.01
Si	-0.028	-0.0013	0.0076
Si	0.0096	-0.0199	-0.0445
Si	-0.0337	-0.0363	0.021
Si	0.0013	0.0221	0.0192
Si	-0.0024	-0.0037	-0.0061
Si	-0.0029	-0.0023	0.0116
Si	0.0128	-0.0196	-0.0059
Si	-0.0065	0.0029	0.0215
Si	-0.0115	0.0132	-0.0375
Si	0.0086	-0.0021	-0.0139
Si	-0.0136	0.002	-0.0235
Si	0.019	0.0073	0.0159
Si	-0.0126	-0.0099	0.006
Si	0.0221	-0.0193	0.0119
Si	-0.013	-0.0058	-0.0173
Si	0.027	0.0021	0.0075
Si	-0.0141	0.0084	0.022
Si	0.0008	-0.0137	0.0072
Si	0.0051	-0.0099	0.0146
Si	-0.0057	0.0108	-0.0092
Si	0.0063	0.0275	-0.0057
Si	0.0163	-0.0098	0.0031
Si	0.0123	0.0062	-0.004
Si	0.0005	-0.0051	-0.0036
Si	-0.0008	-0.0009	0.0091
Si	-0.0045	0.0116	-0.0038
Si	-0.0171	0.005	0.0016
Si	-0.0114	-0.0036	-0.0043
Si	-0.0148	-0.0083	0.0054
Si	0.0112	0.02	-0.0024
Si	-0.0017	-0.0013	0.0043
Si	0.0125	-0.0111	0.0071
Si	-0.0088	-0.01	0.0024
Si	-0.0074	-0.0175	-0.0007
Si	-0.0165	-0.003	0.0002
Si	0.0124	-0.0013	-0.0011
Si	-0.0064	0.0119	-0.0032
Si	-0.0068	0.0223	0.0069
Si	0.0205	0.0109	-0.0066
Si	0.026	-0.0086	0.0181
Si	-0.0059	0.0054	0.0058
Si	0.0056	0.0138	-0.0123
Si	-0.0034	-0.0094	0.0046
Si	-0.002	-0.0193	-0.011
Si	-0.0111	-0.0149	0.0162
Si	-0.0151	0.019	0.0338
Si	0.016	-0.0114	0.0045
Si	0.0233	0.0053	0.0183
Si	0.0287	-0.0539	-0.0104
Si	-0.0177	0.0069	-0.0325
Si	-0.0296	0.0126	0.0084
Si	-0.0042	0.0286	0.0042
Si	-0.0398	-0.0051	-0.0081
Si	0.0189	-0.0089	-0.0197
Si	0.0029	0.0182	-0.0015
Si	0.0094	-0.0338	-0.0282
Si	0.0039	0.0186	-0.0465
Si	-0.0122	0.0169	-0.0057
Si	0.0098	0.0106	0.0087
Si	-0.0162	-0.0026	-0.0233
Si	-0.0053	0.0105	0.0323
Si	-0.007	0.0565	-0.0472
Si	-0.009	0.012	0.0214
Si	0.0463	-0.0118	0.0123
Si	-0.0367	-0.0022	-0.0017
Si	-0.0108	0.0158	0.0122
Si	0.0582	-0.0581	-0.1933
Si	0.0062	-0.056	0.0153
Si	-0.0458	0.0103	0.0044
Si	0.0095	0.0675	-0.0753
Si	0.0845	-0.001	-0.1088
Si	0.0303	-0.1009	-0.1339
Si	-0.0578	0.0825	-0.0484
Si	-0.0347	0.0661	-0.161
Si	-0.0639	-0.0018	0.0017
Si	-0.0409	-0.0226	-0.0836
Si	-0.0012	-0.0131	-0.1083
Si	-0.0303	0.0844	-0.2672
Si	-0.0457	-0.0021	-0.2091
Si	-0.0066	0.0098	-0.1538
Si	-0.0631	0.0265	-0.354
Si	0.0297	-0.0047	0.1464
Si	-0.0191	0.0087	0.1851
Si	0.0256	-0.0001	-0.1268
Si	0.0041	-0.0158	-0.1945
Si	-0.0107	-0.0263	-0.1563
Si	0.0309	0.0132	0.1332
Si	0.0192	-0.0261	-0.0061
Si	0.0392	-0.0029	-0.1417
Si	-0.011	0.0653	-0.0287
Si	0.0327	-0.0479	-0.1281
Si	-0.0362	-0.0274	0.129
Si	0.0088	0.0263	0.0977
Si	-0.0186	0.0022	0.0706
Si	-0.0248	0.0317	0.1802
Si	0.0069	0.0835	-0.2125
Si	0.0275	-0.0289	0.1513
Si	0.0727	-0.0023	-0.1885
Si	-0.0141	-0.0159	-0.0179
Si	0.0262	-0.0145	-0.0929
Si	0.0486	0.0009	-0.1365
Si	-0.022	0.0234	-0.0299
Si	0.0027	0.0036	-0.0213
Si	0.0501	0.0207	0.1864
Si	0.01	0.0501	0.1137
Si	-0.0285	0.0104	-0.1488
Si	-0.0349	0.0079	-0.2057
Si	0.0308	-0.0699	-0.2836
Si	-0.0171	-0.0322	0.1635
Si	0.0178	-0.0041	0.1356
Si	-0.0555	0.0108	-0.2131
Si	0.0523	-0.0344	0.1891
Si	0.021	-0.0133	0.1728
Si	-0.0015	-0.0183	-0.1382
Si	0.0438	0.0111	0.208
Si	0.0435	-0.0011	0.2165
Si	-0.0342	0.0956	0.232
Si	0.0178	0.0393	0.2261
Si	0.0111	0.001	0.1413
Si	0.0394	0.0428	-0.1497
Si	-0.0122	-0.0257	-0.1668
Si	-0.0168	0.0128	0.1721
Si	-0.0147	0.0055	0.1965
Si	-0.0495	-0.0531	0.1891
Si	0.0014	-0.0027	-0.0465
O	0.0343	-0.0514	-0.0894
O	-0.0244	-0.0174	-0.0698
O	-0.0209	0.0387	0.1915
O	0.0335	-0.0656	-0.1257
O	-0.0225	0.0115	-0.0457
O	-0.0478	0.0688	-0.1303
O	-0.0088	-0.0342	-0.0265
O	-0.0503	0.0473	-0.1282
O	0.0209	0.0192	-0.0852
O	-0.0292	0.007	0.0625
O	-0.0343	0.0218	-0.1087
O	0.0085	0.0031	-0.0387
O	-0.0239	0.0254	-0.0805
O	-0.0001	0.0044	0.0397
O	0.0263	-0.0382	-0.1127
O	0.0717	-0.0794	0.1035
O	-0.0078	0.0024	0.0419
O	0.0038	-0.0296	0.0553
O	0.0129	-0.0324	0.0525
O	0.0278	-0.0309	-0.0793
N	0.0271	-0.0223	0.0816
O	0.0081	-0.0219	0.0508
O	0.0435	-0.0711	0.1231
O	0.0533	-0.0841	0.1441
O	-0.0067	0.0309	0.1648
N	0.009	0.0225	0.2835
O	0.017	0.0128	0.0676
N	0.0116	-0.0744	0.1659
O	-0.041	-0.0129	-0.0798
O	-0.0649	0.0222	-0.1101
O	0	0.004	-0.0254
O	-0.0145	0.0328	0.1518
O	0.0998	0.0027	0.0632
O	-0.0231	0.0368	0.1141
O	-0.0319	0.005	0.1116
O	-0.0253	0.0277	0.0803
O	-0.0431	0.0185	0.0897
O	0.0618	-0.0754	0.1141
O	-0.0208	0.0225	0.1405
O	-0.0129	0.0075	-0.1398
O	-0.0237	0.0156	0.0327
N	0.0076	-0.0039	0.1348
O	-0.0117	-0.0883	0.1727
O	-0.0274	-0.0391	0.1243
O	0.0275	0.0354	0.0779
O	0.0181	0.0255	0.0434
O	0.0033	-0.0169	0.0174
O	-0.0093	-0.0407	0.039
O	-0.0565	-0.0307	-0.0809
O	0.0686	0.0149	0.1028
O	-0.0363	-0.0054	0.051
O	-0.0102	-0.0009	-0.0391
O	0.0085	-0.042	-0.0914
O	-0.0038	0.01	-0.0404
O	0.0146	0.0015	0.0711
O	-0.0087	0.0032	0.0562
O	-0.0501	-0.0235	0.0588
O	0.0024	-0.0042	0.0621
O	-0.0259	0.0144	0.1139
O	-0.0655	0.0651	0.1512
O	-0.01	0.0089	0.0018
O	0.0163	0.0097	-0.0026
O	-0.0003	-0.0174	0.0102
O	-0.0131	-0.0147	0.2056
O	-0.0397	0.0489	-0.081
O	0	-0.0022	-0.0549
O	-0.0552	0.0663	0.019
O	0.0356	-0.0557	-0.0865
O	-0.0275	-0.0066	-0.0827
O	0.0078	0.0083	-0.0664
O	0.0461	-0.01	-0.1132
O	-0.0155	-0.0091	-0.0674
O	0.0014	0.0131	-0.0572
O	0.0569	-0.033	-0.0497
O	0.0422	0.0013	-0.0875
O	-0.0054	0.0062	0.05
O	0.0572	-0.0107	0.0691
O	-0.0036	0.029	-0.0746
O	0.057	0.027	-0.0683
O	-0.0012	-0.0186	-0.109
O	-0.0113	0.0106	-0.0305
O	-0.0231	-0.023	0.038
O	0.003	-0.0011	-0.0331
O	0.0089	0.039	-0.0422
O	0.064	-0.0019	0.0992
O	-0.0264	-0.0365	-0.1087
O	0.0042	-0.0308	-0.0687
O	-0.0042	0.0048	0.0279
O	0.0003	-0.0032	-0.0861
O	-0.0198	0.0148	-0.0482
O	-0.032	-0.005	-0.0888
O	0.0113	0.0071	0.0033
O	-0.0239	0.0304	0.0475
O	0.0066	-0.0185	0.0557
O	0.0057	0.0431	0.1577
O	0.0151	0.0109	-0.0344
O	0.0068	0.0211	-0.0613
O	-0.0127	-0.0501	-0.1637
O	0.0591	-0.0684	-0.1295
O	0.0428	0.0039	-0.1391
O	0.0173	-0.0143	-0.0403
O	-0.0071	-0.0099	-0.0216
O	0.0113	0.0069	-0.17
O	-0.0319	0.0054	0.0481
O	0.0091	-0.0058	-0.0571
O	-0.0396	0.0053	-0.0638
O	-0.0063	-0.0079	0.0389
O	0.031	-0.0377	-0.0839
O	-0.0092	0.0247	-0.119
O	0.0282	-0.0136	-0.0865
